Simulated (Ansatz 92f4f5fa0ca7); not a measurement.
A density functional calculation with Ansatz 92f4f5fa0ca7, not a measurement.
Periodic cell of 215 atoms, Si132O82B1, from a study of silicon, its oxide and their interface. The atomic structure is a simulated model.
Doubt: the cutoff is far below the 930 eV that the study's wrapper takes by default for these files, so forces and energies are approximate.
This geometry differs little from another in the collection (a relaxation step or a small displacement).

Settings
functional: PBE
potential files: Ansatz PAW
basis: plane waves
wave-function cutoff: 580 eV
density cutoff ratio: 5
exchange-correlation grid ratio: 1
k mesh: 1 x 1 x 1, Gamma-centred
self-consistency stop: 5e-08 eV per atom in the density residual
occupations: fixed
spin: none
net charge: -1 e, with a uniform compensating background and no finite-size correction

Cell vectors (angstrom)
a, 10.938, 0, 0
b, 0, 10.938, 0
c, 0, 0, 31.5432

Atoms: element, x, y, z (angstrom)
Si, 10.4312, 0.5734, 24.3572
Si, 6.042, 10.4952, 24.1721
Si, 2.1294, 3.2475, 24.0975
Si, 8.7009, 2.2546, 24.3304
Si, 0.5009, 5.0491, 24.186
Si, 5.0483, 5.8885, 24.2128
Si, 3.3949, 7.6421, 24.1822
Si, 7.8284, 8.8224, 24.0142
Si, 1.3472, 1.4721, 25.4648
Si, 6.9248, 1.288, 25.5247
Si, 4.0285, 4.0923, 25.345
Si, 9.6737, 4.0858, 25.4463
Si, 1.5014, 6.8044, 25.3942
Si, 6.9004, 6.9358, 25.2542
Si, 4.2352, 9.5185, 25.3693
Si, 9.5292, 9.6359, 25.454
Si, 2.7826, -0.0039, 26.6588
Si, 8.2305, -0.0386, 26.9786
Si, 0.024, 2.7534, 26.9429
Si, 5.4541, 2.723, 26.6851
Si, 2.7631, 5.4253, 26.8684
Si, 8.2306, 5.5132, 26.6468
Si, 0.0448, 8.2041, 26.6696
Si, 5.5611, 8.181, 26.8199
Si, 4.1175, 1.3504, 28.0979
Si, 9.6082, 1.3566, 28.2543
Si, 1.3993, 4.0994, 28.2522
Si, 6.8467, 4.1189, 28.0506
Si, 4.1668, 6.8064, 28.1659
Si, 9.6049, 6.8369, 28.0779
Si, 1.4014, 9.5771, 28.0719
Si, 6.8595, 9.5186, 28.2563
Si, 0.0663, -0.0365, 29.5567
Si, 5.4561, -0.0096, 29.5232
Si, 2.7791, 2.6893, 29.5545
Si, 8.1884, 2.7582, 29.5031
Si, -0.007, 5.486, 29.5245
Si, 5.5213, 5.4326, 29.5327
Si, 2.7629, 8.2016, 29.4704
Si, 8.264, 8.1425, 29.5613
Si, 1.4197, 1.33, 30.9451
Si, 6.8337, 1.3626, 30.8639
Si, 4.1473, 4.0636, 30.9123
Si, 9.5652, 4.1063, 30.8833
Si, 1.3854, 6.8473, 30.8529
Si, 6.8881, 6.7749, 30.934
Si, 4.0977, 9.5564, 30.8866
Si, 9.6178, 9.5337, 30.9203
Si, 2.7731, -0.0497, 0.7841
Si, 8.1975, -0.0157, 0.6932
Si, -0.0083, 2.7233, 0.7035
Si, 5.5004, 2.6841, 0.7457
Si, 2.7299, 5.4588, 0.6814
Si, 8.2358, 5.4067, 0.7922
Si, 0.0494, 8.1621, 0.7407
Si, 5.4899, 8.1897, 0.6971
Si, 4.1714, 1.308, 2.1381
Si, 9.5442, 1.3585, 2.0677
Si, 1.3504, 4.1074, 2.0705
Si, 6.8771, 3.9944, 2.1419
Si, 4.0963, 6.8279, 2.0447
Si, 9.6245, 6.7973, 2.1142
Si, 1.3808, 9.5246, 2.1303
Si, 6.8431, 9.5524, 2.0955
Si, -0.0656, -0.053, 3.41
Si, 5.5488, -0.0266, 3.585
Si, 2.7291, 2.6993, 3.3775
Si, 8.1933, 2.6035, 3.5934
Si, 0.0016, 5.4337, 3.5427
Si, 5.4693, 5.4272, 3.3608
Si, 2.7677, 8.1684, 3.5049
Si, 8.2628, 8.1956, 3.4321
Si, 1.2922, 1.3607, 4.6662
Si, 7.0661, 1.0674, 5.1287
Si, 4.1252, 4.0454, 4.6846
Si, 9.5484, 4.0403, 4.9195
Si, 1.3918, 6.8309, 4.9012
Si, 6.8379, 6.795, 4.6689
Si, 4.1168, 9.5385, 4.9117
Si, 9.4812, 9.6469, 4.883
Si, 2.6123, 0.0295, 6.0955
B, 8.2919, -0.1793, 6.2645
Si, -0.0639, 2.5736, 6.2119
Si, 5.4845, 2.6587, 6.1016
Si, 2.7868, 5.3907, 6.1484
Si, 8.0986, 5.4403, 6.1699
Si, 0.0293, 8.2755, 6.1983
Si, 5.6267, 8.1833, 6.1636
Si, 3.4895, 1.9342, 7.1582
Si, 9.8257, 0.7063, 7.3033
Si, 1.7542, 3.6143, 7.3205
Si, 6.2136, 4.5089, 7.3756
Si, 4.6761, 6.3212, 7.2408
Si, 9.1481, 7.248, 7.2735
Si, 0.8319, 10.1697, 7.481
Si, 7.5164, 9.1013, 7.3179
O, 4.5875, 6.6264, 8.875
O, 1.3881, 3.9553, 8.9214
O, 9.677, 6.5628, 8.7083
O, 1.2687, 10.1399, 9.125
O, 6.0422, 4.2491, 9.034
O, 3.6663, 1.6251, 8.7675
O, 7.2267, 9.1117, 9.0056
O, 9.5198, 0.9889, 8.9412
O, 8.2255, 2.5608, 22.7718
O, 10.9876, 5.5521, 22.6617
O, 5.6033, 0.0984, 22.6649
O, 5.268, 5.3911, 22.6383
O, 2.1411, 2.823, 22.4779
O, 3.3171, 7.86, 22.5254
O, 8.3802, 8.7482, 22.4266
O, -0.1779, 11.2374, 22.7615
Si, 2.1334, 2.9836, 12.8611
Si, 8.6602, 1.3048, 10.2692
Si, 1.0547, 4.5263, 15.336
Si, 7.5304, 5.5836, 12.1898
Si, 2.4042, 8.1865, 21.2265
Si, 5.4136, 7.8105, 12.41
Si, 9.267, 0.5043, 15.4208
Si, 2.9127, -0.0283, 16.6511
Si, 10.4564, 1.1743, 12.5293
Si, 7.7498, 2.8379, 21.2575
Si, 9.1298, 8.8047, 14.4199
Si, 1.4595, 4.7819, 10.3168
Si, 4.4641, 9.4944, 19.1446
Si, 11.0632, 6.097, 21.1321
Si, 6.6155, 10.4685, 14.8155
Si, 5.3743, 0.7362, 21.1962
Si, 2.3165, 9.8194, 10.339
Si, 0.4215, 10.6434, 21.3966
Si, 5.8297, 5.2634, 21.1322
Si, 3.6265, 7.0998, 10.0691
Si, 9.0318, 5.7207, 14.8423
Si, 3.6428, 4.1008, 19.074
Si, 10.0138, 3.665, 19.329
Si, 4.2722, 8.6929, 15.3236
Si, 0.4498, 1.9418, 17.1432
Si, 6.778, 7.5445, 19.2648
Si, 5.2527, 3.6331, 16.7263
Si, 7.772, 5.0264, 17.532
Si, 6.6821, 9.9467, 10.2848
Si, 4.3605, 1.0546, 10.0889
Si, -0.047, 9.0794, 11.8645
Si, 9.0945, 8.6349, 20.9542
Si, 4.5419, 1.682, 14.5617
Si, 2.4362, 2.1022, 21.0487
Si, 6.315, 3.3478, 10.3593
Si, 3.434, 5.9375, 16.6994
Si, 9.8521, 6.5405, 10.3092
O, 0.087, 2.6159, 18.585
O, 2.9339, 9.6487, 15.5697
O, 10.8513, 4.8038, 20.155
O, 7.5674, 2.4346, 9.8964
O, 10.9094, 5.352, 10.7529
O, 6.5665, 6.7375, 12.8391
O, 10.3003, 8.063, 10.743
O, 7.658, 9.4719, 13.9671
O, 8.4025, 6.2106, 10.974
O, 5.3336, 10.4914, 20.0884
O, 2.1559, 3.7645, 11.4191
O, 7.9643, 8.5532, 19.7712
O, 6.1931, 6.7458, 20.5674
O, 5.5025, 2.7268, 15.3952
O, 1.2976, 0.9377, 20.7093
O, 6.0828, 9.0163, 11.5116
O, 4.6205, 5.0002, 16.0947
O, 6.5892, 3.9092, 17.6246
O, 10.5034, 10.6548, 11.8048
O, 5.5675, 0.5139, 13.9697
O, 8.0128, 5.1297, 15.9417
O, 9.7527, 9.8703, 15.5033
O, -0.4101, 5.1782, 15.1417
O, 1.5573, 6.841, 20.8157
O, 1.4966, 0.6573, 17.1639
O, 6.5884, 1.768, 20.8306
O, 1.0069, 1.7917, 12.7949
O, 3.2275, 5.5098, 18.2925
O, 9.5826, 2.0147, 11.4441
O, 1.0338, 3.1506, 16.2161
O, 8.566, 5.1695, 13.3862
O, 10.2626, 8.5511, 13.273
O, 1.4385, 9.4095, 21.6954
O, 10.0747, 9.9355, 20.6167
O, 3.1621, 0.2074, 10.8623
O, 5.068, 2.3561, 10.822
O, 1.6955, 4.1496, 13.902
O, 7.8799, 10.913, 10.8623
O, 9.1166, 4.4796, 18.2444
O, 5.6453, 9.5235, 15.7588
O, 5.5036, -0.0281, 9.7101
O, 3.5722, 2.3294, 13.3906
O, 1.9854, 5.6835, 16.0032
O, 9.6674, 1.1172, 13.9598
O, 4.3479, 6.9742, 11.5168
O, 4.7323, 4.5182, 20.2003
O, 9.9635, 1.3854, 16.5762
O, 6.6669, 4.3044, 11.65
O, 5.5682, 8.416, 18.591
O, 9.0587, 2.7455, 20.2855
O, 3.6051, 1.1466, 15.779
O, 4.2091, 3.0932, 17.8906
O, 9.9041, 7.217, 20.9015
O, 3.316, 8.6707, 9.7637
O, 3.9535, 7.4394, 16.3306
O, 7.6362, 0.5099, 15.6562
O, 8.9172, 7.3355, 15.0524
O, 3.9229, 1.4583, 21.1568
O, 1.5766, 9.136, 11.6535
O, 2.3124, 6.1554, 10.1211
O, 7.3271, 6.4638, 18.1678
O, 7.1913, 4.3666, 21.1251
O, 4.5738, 8.301, 13.7522
O, 3.3158, 8.6689, 19.9678
O, 2.4839, 3.2488, 19.862
O, 3.7236, 10.3737, 17.9753

Results
free energy: -130700.011 eV
free energy less fixed offsets of B -154.04, O -568.88, Si -635.61 eV per atom: 2.709 eV

Forces (eV/angstrom), in the order of the atoms: element, x, y, z
Si, 0.0043, -0.014, -0.0436
Si, -0.0185, 0.012, -0.0312
Si, -0.0006, -0.0093, -0.0505
Si, -0.0121, 0.0158, -0.0378
Si, -0.0116, 0.0104, -0.0321
Si, 0.0081, -0.0182, -0.0474
Si, -0.0041, 0.0195, -0.0383
Si, 0.008, 0.0151, -0.0504
Si, -0.0083, -0.0054, 0.0078
Si, 0.0092, -0.0072, 0.004
Si, 0.0057, 0.0031, 0.0084
Si, -0.0002, -0.0061, 0.0003
Si, 0.0053, -0.0024, -0.0022
Si, -0.0038, -0.0135, 0.009
Si, 0.0031, -0.0057, -0.0068
Si, 0.0103, 0.0057, 0.0107
Si, 0.0053, 0.0023, 0.053
Si, 0.0056, 0.0064, -0.1496
Si, 0.0056, 0.0068, -0.1489
Si, -0.0063, 0.0038, 0.0504
Si, 0.0024, 0.0017, -0.0995
Si, -0.0072, 0.0022, 0.0524
Si, -0.0132, -0.0127, 0.0515
Si, -0.0017, 0.0034, -0.0788
Si, 0.0079, -0.0178, -0.021
Si, 0.014, -0.0067, 0.2036
Si, 0.0256, 0.0243, 0.1965
Si, 0.0047, 0.0111, -0.0579
Si, 0.0451, -0.0104, 0.089
Si, 0.0141, -0.0065, -0.0307
Si, 0.021, -0.0007, -0.0535
Si, -0.0386, -0.0531, 0.1911
Si, -0.0116, 0.0176, -0.0105
Si, -0.0135, 0.0158, -0.0338
Si, -0.0006, 0.0026, -0.0357
Si, -0.0027, 0.0033, -0.0014
Si, -0.0061, 0.0093, -0.0339
Si, -0.0052, 0.0041, -0.0075
Si, -0.0266, 0.022, 0.0077
Si, -0.0067, 0.0129, -0.0279
Si, -0.0028, 0.0184, 0.0003
Si, 0.0207, -0.0432, 0.0054
Si, -0.0152, 0.0105, 0.0008
Si, 0.0357, -0.018, -0.0024
Si, 0.0183, -0.0344, -0.0082
Si, -0.0085, 0.0078, -0.0022
Si, 0.0359, -0.0172, -0.0055
Si, -0.0199, 0.0053, 0.0013
Si, 0.0009, 0.0109, -0.0241
Si, -0.0039, 0.0276, 0.0202
Si, -0.0137, -0.0047, 0.0114
Si, -0.0207, 0.032, -0.0124
Si, -0.0045, 0.0187, 0.0103
Si, -0.0206, -0.0058, -0.0268
Si, -0.0023, 0.0077, -0.0212
Si, -0.0179, -0.0005, 0.0141
Si, 0.0028, -0.0296, 0.0232
Si, 0.0412, -0.0461, 0.0307
Si, 0.0362, -0.0189, -0.004
Si, 0.0164, 0.0043, 0.0365
Si, 0.0391, -0.044, 0.0169
Si, 0.0013, 0.0084, 0.0175
Si, 0.0081, 0.0031, 0.0322
Si, 0.0108, -0.0183, 0.0072
Si, -0.1242, 0.0618, -0.1676
Si, 0.0353, -0.0438, 0.0658
Si, -0.0811, 0.0589, -0.2187
Si, 0.0382, -0.0671, 0.0482
Si, 0.0492, -0.0139, 0.0225
Si, -0.0941, 0.0884, -0.222
Si, 0.0271, -0.0365, -0.005
Si, -0.0363, 0.0837, -0.0816
Si, -0.0117, -0.0626, 0.1104
Si, -0.2631, 0.2742, -0.2247
Si, 0.045, -0.0039, 0.1576
Si, -0.0554, 0.008, -0.0348
Si, -0.0067, -0.0098, -0.0796
Si, 0.0297, -0.0063, 0.1386
Si, 0.0214, 0.0449, -0.0384
Si, -0.0834, 0.0932, 0.2137
Si, -0.0482, 0.023, 0.1022
B, 0.2236, -0.323, -0.1283
Si, 0.0515, 0.1403, -0.1101
Si, -0.0549, 0.0118, 0.0392
Si, -0.0009, 0.0176, -0.073
Si, 0.0294, 0.0974, 0.0717
Si, -0.1737, 0.1476, 0.1573
Si, -0.1346, -0.052, -0.1246
Si, 0.1195, -0.1096, -0.0056
Si, -0.0731, -0.242, 0.2799
Si, -0.0194, 0.0009, 0.1644
Si, 0.0145, -0.0587, 0.0069
Si, 0.0226, 0.0162, 0.1476
Si, 0.0161, -0.0949, -0.0332
Si, 0.1274, -0.0775, 0.0142
Si, 0.2512, 0.1025, 0.2309
O, 0.0109, -0.0267, -0.0571
O, 0.0052, -0.0104, -0.0654
O, -0.0009, 0.0193, 0.0191
O, -0.0581, 0.0379, -0.0423
O, 0.012, 0.0069, -0.0218
O, -0.0124, 0.0286, 0.0155
O, 0.0101, -0.016, -0.1487
O, 0.0323, 0.0111, -0.1638
O, 0.0168, -0.0147, 0.0354
O, 0.0111, -0.0192, 0.0334
O, 0.0167, -0.0222, 0.0252
O, -0.0123, 0.0091, 0.0344
O, -0.0019, 0.0199, 0.0453
O, 0.02, -0.015, 0.0337
O, -0.0178, -0.0004, 0.042
O, -0.0129, 0.015, 0.0309
Si, -0.0057, -0.0152, -0.0504
Si, -0.0034, 0.0298, 0.0166
Si, -0.003, -0.0072, -0.032
Si, -0.013, 0.0051, -0.0543
Si, -0.0063, 0.0037, 0.0078
Si, 0.0008, -0.0007, -0.0535
Si, -0.0054, -0.008, -0.0191
Si, -0.0051, -0.0011, -0.0276
Si, 0.0091, -0.0088, -0.0451
Si, 0.0072, 0.007, -0.0016
Si, -0.0057, 0.0107, -0.0371
Si, 0.0072, 0.0388, -0.0233
Si, -0.0013, 0.0099, 0.0031
Si, 0.0031, -0.0017, 0.0018
Si, 0.0015, 0.0028, -0.0352
Si, -0.0104, -0.0028, 0.0045
Si, -0.0101, -0.0016, -0.0525
Si, 0.0168, -0.0087, 0.0144
Si, 0.0054, -0.0002, -0.0002
Si, -0.0477, 0.0158, -0.0222
Si, 0.0047, 0.0056, -0.0254
Si, -0.002, 0.0089, -0.0013
Si, 0.0034, -0.0081, 0.0101
Si, -0.0039, 0.0085, -0.0307
Si, 0.0021, -0.0075, -0.0123
Si, -0.0035, -0.0074, 0.0141
Si, -0.0038, -0.0002, -0.0068
Si, -0.0033, -0.0118, -0.0007
Si, -0.0517, 0.0228, 0.0114
Si, -0.0224, -0.0002, -0.0613
Si, 0.016, 0.0045, -0.0515
Si, 0.0089, -0.0077, 0.0099
Si, -0.0049, -0.0075, -0.0387
Si, 0.0113, -0.0068, 0.0025
Si, -0.0026, -0.0172, -0.03
Si, 0.0001, 0.003, -0.0092
Si, 0.0048, 0.0286, -0.0571
O, -0.0076, 0.0112, 0.0023
O, 0.0006, -0.0006, 0.0215
O, 0.0075, 0.0156, -0.0036
O, -0.0061, 0.0237, 0.0283
O, 0.0204, 0.0021, 0.0056
O, 0.0043, -0.0062, 0.0117
O, -0.0066, -0.0188, 0.0238
O, -0.0004, 0.0011, 0.0214
O, 0.0065, -0.0083, 0.0201
O, 0.0017, 0.0133, -0.0048
O, -0.0158, 0.016, 0.009
O, 0.0151, -0.0001, -0.0039
O, -0.0028, -0.011, -0.009
O, 0.0038, 0.003, 0.0116
O, -0.002, -0.0064, -0.0108
O, 0.0101, 0.0123, 0.0182
O, 0.0008, -0.0005, 0.0087
O, 0.0064, 0.0019, -0.0065
O, -0.0048, 0.0034, 0.0287
O, -0.0031, 0.0008, 0.0233
O, 0.0022, -0.0022, 0.007
O, 0.001, -0.0028, 0.0041
O, -0.0075, 0.0011, 0.014
O, -0.0012, -0.0008, -0.0155
O, -0.0039, 0.0021, 0.0015
O, 0.0019, 0, -0.0136
O, -0.0093, 0.0002, 0.0263
O, 0.0047, -0.0059, 0.0028
O, -0.0196, -0.0178, 0.0095
O, -0.0045, -0.0006, 0.0043
O, -0.0065, 0.0009, 0.0248
O, 0.0034, -0.0019, 0.0118
O, -0.0018, 0.0014, -0.024
O, -0.001, -0.0019, -0.0114
O, 0.0305, 0.014, 0.0229
O, 0.0094, 0.0024, 0.0195
O, -0.0008, -0.0026, 0.0179
O, -0.0009, -0.0116, 0.0084
O, 0.0078, -0.006, -0.001
O, -0.0055, -0.0048, 0.0092
O, 0.016, 0.0003, 0.0156
O, 0.0077, 0.0004, 0.032
O, 0.0043, -0.0006, 0.0086
O, 0.0068, 0.0073, 0.0074
O, 0.0042, -0.0078, 0.0085
O, 0.0181, 0.0065, 0.0001
O, 0.0067, 0.0019, 0.0071
O, 0.0012, 0.008, 0.0145
O, 0.0003, 0.0006, -0.006
O, -0.0124, -0.0031, -0.0059
O, 0.0016, 0.0024, 0.0147
O, -0.0031, -0.0019, 0.0033
O, 0.0028, 0.0003, -0.0175
O, 0.0021, -0.0142, 0.0223
O, 0.0007, -0.003, 0.0091
O, -0.0013, 0.002, 0.0119
O, 0.0013, -0.0097, 0.0153
O, 0.0135, -0.0029, -0.0173
O, -0.0054, 0, 0.0386
O, 0.004, -0.036, 0.0239
O, -0.0028, 0.0137, 0.0021
O, 0.0028, -0.0132, -0.015
O, 0.0058, -0.0057, 0.012
O, -0.0073, -0.0089, -0.005
O, -0.003, -0.0154, 0.0011
O, 0.015, -0.0152, 0.0136

The program warned: the cutoff lies below the one the program advises for these potential files; the exchange-correlation potential is rough where the density is thin.
